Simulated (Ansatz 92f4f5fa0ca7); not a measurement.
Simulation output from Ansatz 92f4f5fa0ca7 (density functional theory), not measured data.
Periodic cell of 220 atoms, Si134O82H4, from a study of silicon, its oxide and their interface. The atomic structure is a simulated model.
Doubt: the cutoff is far below the 930 eV that the study's wrapper takes by default for these files, so forces and energies are approximate.
This geometry differs little from another in the collection (a relaxation step or a small displacement).

Settings
functional: PBE
potential files: Ansatz PAW
basis: plane waves
wave-function cutoff: 580 eV
density cutoff ratio: 5
exchange-correlation grid ratio: 1
k mesh: 1 x 1 x 1, Gamma-centred
self-consistency stop: 5e-08 eV per atom in the density residual
occupations: fixed
spin: none
net charge: 0

Cell vectors (angstrom)
a 10.938 0 0
b 0 10.938 0
c 0 0 31.6296

Atoms and the computed forces on them: element, x, y, z (angstrom), force x, y, z (eV/angstrom)
Si 0.4342 10.5464 24.2013 0.0156 -0.0095 0.0144
Si 5.9367 10.4754 24.2004 0.0041 -0.0004 0.0046
Si 2.2025 3.3018 24.4762 -0.0084 0.0098 0.0097
Si 7.665 3.3019 24.017 -0.004 0.0142 0.0103
Si 0.3736 5.1305 24.4205 0.0184 -0.0195 0.0109
Si 5.7518 4.9866 24.0468 0.0092 -0.0131 -0.0001
Si 2.2079 8.811 24.1517 -0.0215 0.0091 0.0414
Si 7.6693 8.7267 24.1904 -0.0015 -0.0024 -0.0102
Si 1.3021 1.3884 25.5381 0.0042 0.0185 -0.0227
Si 6.8491 1.4208 25.354 -0.0008 0.0019 -0.0126
Si 4.1034 4.1534 25.5719 -0.019 -0.0154 -0.0244
Si 9.4532 4.1195 25.4642 0.0006 0.0078 -0.0173
Si 1.3956 6.9448 25.505 -0.0101 -0.0003 -0.0298
Si 6.7305 6.8413 25.3299 0.0014 -0.0029 -0.0056
Si 4.079 9.6046 25.4275 0.005 -0.0049 -0.0146
Si 9.5298 9.6113 25.4213 -0.0101 0.0024 -0.0083
Si 2.7494 0.0413 26.8483 -0.0009 0.0041 0.0185
Si 8.217 0.0803 26.8067 0.0144 0.0035 0.0122
Si -0.1005 2.745 26.8559 -0.0299 -0.042 0.0308
Si 5.4633 2.6992 26.838 0.0041 0.007 0.0034
Si 2.7478 5.5574 26.8776 0.0467 0.0363 0.0559
Si 8.1463 5.5498 26.8099 -0.0061 -0.0069 0.0053
Si -0.0633 8.2324 26.8409 0.0016 -0.0026 0.0173
Si 5.4016 8.1741 26.8024 -0.0118 -0.0086 0.0151
Si 4.1018 1.3673 28.2113 0.1008 0.0023 0.3337
Si 9.5708 1.3673 28.2113 -0.201 0.0049 0.5444
Si 1.3673 4.1018 28.2113 -0.1839 0.148 -0.3497
Si 6.8362 4.1018 28.2113 -0.029 0.0664 -0.2713
Si 4.1018 6.8362 28.2113 0.1206 0.2717 0.6842
Si 9.5708 6.8362 28.2113 -0.2063 0.0557 0.0703
Si 1.3673 9.5708 28.2113 -0.0492 0.1098 -0.193
Si 6.8362 9.5708 28.2113 -0.0788 0.0593 -0.6784
Si 0 0 29.5786 0.0218 0.0329 -0.0117
Si 5.469 0 29.5786 -0.0453 -0.0117 0.0069
Si 2.7345 2.7345 29.5786 0.0748 -0.0371 -0.0228
Si 8.2035 2.7345 29.5786 0.0751 -0.0484 0.0058
Si 0 5.469 29.5786 -0.0126 -0.0377 0.0018
Si 5.469 5.469 29.5786 -0.0446 -0.0002 -0.0079
Si 2.7345 8.2035 29.5786 0.0848 -0.0421 0.0076
Si 8.2035 8.2035 29.5786 0.0686 -0.0257 -0.0165
Si 1.3673 1.3673 30.9458 -0.0512 -0.0106 0.0018
Si 6.8362 1.3673 30.9458 -0.0073 0.0558 -0.0376
Si 4.1018 4.1018 30.9458 -0.0102 0.057 -0.0018
Si 9.5708 4.1018 30.9458 -0.0321 -0.0083 -0.0274
Si 1.3673 6.8362 30.9458 -0.009 0.0748 -0.0402
Si 6.8362 6.8362 30.9458 -0.0144 -0.0147 -0.0067
Si 4.1018 9.5708 30.9458 -0.0789 0.0058 -0.0316
Si 9.5708 9.5708 30.9458 0.0063 0.0168 0.0014
Si 2.7345 0 0.6835 0.1321 -0.0319 0.0158
Si 8.2035 0 0.6835 -0.0237 0.0428 0.009
Si 0 2.7345 0.6835 -0.027 0.0322 0.008
Si 5.469 2.7345 0.6835 0.0096 -0.1141 0.0038
Si 2.7345 5.469 0.6835 -0.0288 -0.0033 0.0083
Si 8.2035 5.469 0.6835 0.0909 -0.001 0.0129
Si 0 8.2035 0.6835 0.053 -0.1028 0.006
Si 5.469 8.2035 0.6835 -0.0378 0.0231 -0.0021
Si 4.1018 1.3673 2.0507 -0.0799 0.0681 -0.0254
Si 9.5708 1.3673 2.0507 0.0971 -0.0009 -0.012
Si 1.3673 4.1018 2.0507 0.0488 0.0105 0.0207
Si 6.8362 4.1018 2.0507 -0.0805 0.0247 -0.0245
Si 4.1018 6.8362 2.0507 0.0071 0.0048 0.0047
Si 9.5708 6.8362 2.0507 -0.0636 0.0746 -0.0186
Si 1.3673 9.5708 2.0507 -0.1405 0.0209 -0.0327
Si 6.8362 9.5708 2.0507 0.0409 -0.0445 -0.0023
Si 0 0 3.418 0.0813 0.0028 -0.6086
Si 5.469 0 3.418 0.0413 0.1048 0.5077
Si 2.7345 2.7345 3.418 0.2526 -0.1099 -0.5373
Si 8.2035 2.7345 3.418 0.0125 0.0219 0.5499
Si 0 5.469 3.418 0.0069 -0.047 0.4336
Si 5.469 5.469 3.418 -0.0144 -0.1893 -0.181
Si 2.7345 8.2035 3.418 0.0595 -0.2047 0.4556
Si 8.2035 8.2035 3.418 0.0591 -0.0647 -0.7538
Si 1.4115 1.3342 4.7098 0.0007 -0.0119 0.0046
Si 6.8526 1.366 4.869 -0.011 -0.0047 -0.0042
Si 4.129 4.0399 4.7645 -0.0082 -0.0162 -0.0077
Si 9.5914 4.0901 4.8567 0.0093 0.0025 -0.0022
Si 1.392 6.7891 4.8494 -0.008 -0.0009 -0.0001
Si 6.8872 6.8131 4.718 0.0191 0.0186 -0.0127
Si 4.1197 9.5499 4.8304 0.0064 0.0086 -0.0035
Si 9.568 9.5665 4.6947 -0.0037 0.0063 0.0031
Si 2.7364 0.0184 6.1618 0.003 0.0107 -0.0043
Si 8.2571 -0.0757 6.1541 0.0094 -0.0124 0.0025
Si 0.0569 2.6138 6.125 0.0074 -0.0043 0.0092
Si 5.4957 2.7739 6.2709 0.0142 0.0159 -0.0003
Si 2.7284 5.2833 6.1948 0.0079 -0.0065 0.0128
Si 8.233 5.5486 6.201 -0.0121 0.0008 0.0074
Si -0.0087 8.2699 6.0862 -0.0014 -0.002 0.0007
Si 5.5467 8.1351 6.1079 -0.0245 -0.0376 0.0206
Si 3.7107 1.7373 7.4671 -0.0266 0.0152 -0.0172
Si 10.0919 0.8079 7.352 -0.0108 0.0044 0.0047
Si 1.8787 3.3413 7.4322 0.0112 -0.0092 -0.0068
Si 6.4282 4.6641 7.4496 -0.0263 0.0035 0.0065
Si 4.55 6.3199 7.2398 0.0351 0.0259 -0.0045
Si 9.1613 7.4332 7.3803 -0.0102 0.0221 -0.0081
Si 0.8918 10.056 7.3417 0.0086 0.0009 0.0045
Si 7.3236 9.0737 7.3862 0.0102 -0.0171 -0.0009
H 9.7462 1.1749 8.7629 0.0032 -0.0009 -0.0085
H 1.2355 9.667 8.7492 -0.0041 -0.001 -0.0024
O 6.9208 9.5335 8.9331 -0.003 -0.0021 0.0136
O 9.7888 7.3441 8.9296 0.0056 -0.0089 0.019
O 3.7974 6.9372 8.5826 -0.0028 -0.0076 0.0097
O 7.0186 4.3955 8.9925 0.0089 -0.0019 0.0101
O 1.3909 3.1256 9.0302 -0.0016 0.0058 0.0163
O 4.0159 1.2744 9.0453 0.0068 -0.01 0.0244
H 5.5752 10.7918 22.7778 0.0006 -0.0016 0.0028
H 8.0264 8.4242 22.763 -0.0013 0.0022 0.0093
O 0.0927 0.0495 22.6337 0.0166 0.0063 -0.0491
O 2.5353 8.6532 22.5182 0.0064 -0.0038 -0.023
O 5.0298 5.2692 22.5321 -0.0037 -0.0015 -0.0101
O 8.1745 3.0603 22.4509 0.0006 -0.0067 -0.0234
O -0.1583 5.8054 22.9676 -0.0026 0.0042 -0.0203
O 2.8213 2.8834 22.9903 -0.0025 0.0008 -0.0093
Si 8.5472 2.6273 20.9177 0.0236 -0.004 0.0236
Si 8.4333 1.1164 16.1223 0.0046 -0.0013 -0.0004
Si 11.0371 4.7634 16.6561 -0.0083 -0.011 0.0078
Si 0.5656 5.5302 21.5389 -0.0057 -0.0113 0.0286
Si 1.48 6.8371 14.8679 0.0001 -0.0023 -0.0048
Si 2.8524 10.1344 12.6469 0.0004 -0.0038 -0.0074
Si 10.1924 6.427 10.2016 -0.003 0.0046 -0.0174
Si 9.399 5.3276 19.3423 0.0112 0.0154 0.0107
Si 7.2292 8.1298 12.9182 0.0011 -0.0014 -0.0033
Si 9.6474 9.7008 17.319 -0.0015 -0.0016 -0.0037
Si 5.8486 2.053 19.9583 0.0047 0.0079 0.0139
Si 5.1824 3.5784 17.2252 0.0028 -0.004 0.004
Si 4.807 7.146 19.2634 0.0014 -0.0051 0.0054
Si 3.4697 3.5138 12.2221 -0.0001 -0.0012 -0.0086
Si 4.7382 4.5691 21.0696 -0.0074 -0.0049 0.0237
Si 1.1297 9.6964 19.1374 -0.0008 -0.0066 0.0034
Si 9.5594 2.7513 11.9194 0.0028 -0.0018 -0.0052
Si 10.0167 0.5797 13.6395 -0.0005 -0.0013 -0.0015
Si 5.4785 0.983 16.175 0.0036 -0.0064 -0.0016
Si 1.0762 3.9825 10.3751 0.0005 -0.0067 -0.0221
Si 4.3148 0.9688 10.6174 0.0055 -0.0038 -0.0109
Si 3.6263 0.6109 18.6803 -0.001 -0.0007 0.0002
Si 2.4569 7.8353 21.1143 0.0004 -0.0087 0.0115
Si 1.486 7.473 11.992 0.001 -0.0006 -0.0148
Si 4.0347 7.2681 10.1362 0.0106 0.006 -0.0258
Si 6.6714 5.858 16.0686 0.0011 0.0013 -0.0034
Si 2.1826 3.0453 21.5104 -0.0041 0.0113 0.0357
Si 5.6276 5.5295 12.1028 -0.0038 0.002 -0.0165
Si 8.7548 3.8952 14.8607 0.0048 -0.0036 -0.0054
Si 1.8991 1.6663 14.2957 -0.0038 -0.0043 -0.0025
Si 6.1577 9.5452 10.3643 0.0014 -0.0022 -0.023
Si 7.6412 7.6332 18.3581 0.0013 -0.0024 0.0008
Si 7.7807 4.4163 10.4209 -0.009 0.0094 -0.0205
Si 9.8327 8.6605 14.4007 -0.002 -0.0007 -0.005
Si 0.2348 0.8066 21.1995 -0.0226 0.0133 0.0293
Si 2.3736 2.8551 17.178 -0.0034 -0.0029 0.004
Si 4.2298 7.4945 16.1914 0 -0.0038 -0.0031
Si 5.1787 9.67 14.4582 0.0016 -0.0045 -0.0052
O 5.1741 0.3354 14.7179 -0.0012 -0.0017 0.004
O 8.7478 7.8541 13.471 0.0028 -0.0025 0.0041
O 1.6905 9.0346 12.4024 0.001 -0.0089 -0.0019
O 10.3841 9.9484 13.562 -0.0006 -0.0028 0.0032
O 0.2618 1.5549 14.2488 0.0044 -0.0017 0.0041
O 4.8408 8.9767 15.8981 -0.0014 -0.0035 0.0045
O 8.4535 2.7492 16.0101 -0.0015 0.0003 0.0022
O 3.5896 3.9694 17.2154 -0.0004 -0.0013 0.0028
O 4.7414 8.7266 10.2865 -0.0007 -0.012 0.0023
O 10.0135 5.2524 17.8234 0.0068 -0.0039 0.0068
O 6.7374 4.4476 11.6565 0.0072 -0.0026 0.0028
O 5.7384 0.149 10.7561 -0.0013 -0.0025 0.0052
O 8.9452 3.4224 13.3026 -0.0015 -0.0014 0.0054
O 10.5544 5.9375 20.3078 -0.0302 -0.0094 -0.0223
O 8.7864 3.9317 19.9371 -0.0029 -0.0059 0.0039
O 4.0653 7.1544 17.7889 -0.001 -0.0015 -0.0036
O 0.3799 5.3276 9.7751 0.0001 -0.0025 0.0062
O 6.1976 7.977 19.0458 -0.002 -0.0034 -0.0006
O 3.282 3.9007 20.6672 0.0077 0.0026 -0.0034
O 0.9063 3.5229 17.3362 -0.0037 0.0054 -0.0042
O 2.6264 1.8865 18.4587 -0.0001 -0.0033 -0.0045
O 8.5978 3.0196 10.6295 0.0047 -0.0063 0.0108
O 5.0515 5.6311 19.8604 0.0047 0.0092 -0.0055
O 4.4552 4.6684 12.8662 0.0005 -0.0033 0.0043
O 2.002 6.3042 21.4554 0.0073 0.0083 -0.0068
O 2.3744 1.9599 15.8173 0.0014 -0.0014 0.0031
O 5.0299 6.1375 10.7219 0.0049 -0.0034 0.017
O 6.3404 6.7544 12.9153 0.0005 -0.0025 0.0052
O 2.8143 7.5733 15.4109 0.0014 -0.001 0.0035
O 10.1963 4.4899 15.2968 -0.0036 -0.0038 0.0085
O 5.6732 2.7285 18.5038 -0.0017 -0.0009 -0.0003
O 6.647 9.1716 14.0145 -0.0052 -0.0003 0.0058
O 8.235 6.4513 19.3022 0.0162 -0.0152 0.0035
O 8.5888 8.968 18.342 0 -0.0021 0.0021
O 1.6887 1.5625 21.058 -0.0116 -0.0134 -0.0021
O 6.1971 4.8261 17.2295 0.0002 -0.0023 -0.0028
O 4.1761 9.3456 13.2088 0.0019 -0.0005 0.0058
O 4.4746 0.4021 17.3109 0.0022 0.0005 0.0015
O 7.4762 7.064 16.8194 -0.0039 -0.0046 0.0021
O 8.8096 5.6792 10.6585 -0.0019 -0.0101 0.0038
O 0.8212 3.9279 21.4981 -0.0016 -0.0007 -0.0102
O 3.9159 7.9031 20.3968 0.0012 -0.0026 -0.005
O 0.1738 10.7015 19.969 -0.0007 0.0068 0.0017
O 7.4025 1.6226 20.2516 -0.0038 -0.0005 -0.0037
O 5.3773 2.5951 15.9325 0 -0.0045 0.0014
O 2.4961 4.2447 11.1301 -0.0013 -0.002 0.0049
O 1.7291 6.4553 13.2787 0.0002 -0.003 0.0032
O 7.1764 8.8489 11.4468 -0.0016 -0.0005 0.0034
O 4.6919 0.8648 19.9402 -0.0005 -0.0035 0.0006
O 10.9003 7.2979 11.3981 0.0092 -0.0042 0.0054
O 0.153 7.7417 14.7924 -0.0004 -0.003 0.0043
O 1.3376 8.3728 20.0588 -0.004 0.0103 -0.0048
O 9.9245 1.7968 20.9875 -0.0011 -0.0132 0.0143
O 7.5893 5.0544 14.9758 -0.0004 -0.0033 0.0032
O 2.6462 10.2632 18.8774 -0.0006 -0.0028 0.003
O 0.1038 3.2992 11.498 -0.0042 -0.0041 0.0037
O 2.5261 2.8506 13.3739 -0.0004 -0.0028 0.0057
O 2.4095 0.2029 13.8364 -0.0015 0.0027 0.0041
O 2.5874 7.1871 10.8435 -0.0104 0.0032 0.0175
O 6.9884 0.5928 16.6392 -0.004 -0.0029 0.0026
O 9.6623 1.1386 12.1502 0.0011 -0.0026 -0.0014
O 3.124 0.0402 11.2743 -0.0006 -0.002 0.0036
O 9.484 0.4051 17.1744 -0.002 -0.002 0.0004
O 1.2541 5.7427 16.0568 0.0055 -0.0006 -0.0013
O 4.3746 2.3662 11.471 -0.0024 -0.0001 0.0049
O 5.6778 3.2338 21.0757 -0.0035 -0.0057 -0.0101
O 5.258 6.4293 15.4645 -0.0011 -0.0007 0.0042
O 0.2625 9.3779 17.7774 0.001 -0.0024 0.0047
O 8.697 0.6659 14.5814 0.0026 -0.0029 0.0029
O 9.2625 9.1055 15.8541 0.001 -0.0032 0.0017

Results
free energy: -131884.240 eV
free energy less fixed offsets of H -15.97, O -568.88, Si -635.61 eV per atom: -0.460 eV

The program warned: the cutoff lies below the one the program advises for these potential files; the exchange-correlation potential is rough where the density is thin.
